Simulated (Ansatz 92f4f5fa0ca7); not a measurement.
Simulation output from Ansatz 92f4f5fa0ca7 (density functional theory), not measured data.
Periodic cell of 234 atoms, Si141O87As6, from a study of silicon, its oxide and their interface. The atomic structure is a simulated model.
Doubt: the cutoff is far below the 930 eV that the study's wrapper takes by default for these files, so forces and energies are approximate.
This geometry differs little from another in the collection (a relaxation step or a small displacement).

Settings: functional PBE; potential files Ansatz PAW; basis plane waves; wave-function cutoff 580 eV; density cutoff ratio 5; exchange-correlation grid ratio 1; k mesh 1 x 1 x 1, Gamma-centred; self-consistency stop 5e-08 eV per atom in the density residual; occupations fixed; spin none; net charge 0.

Cell vectors (angstrom)
a, 11.6015, 0, 0
b, 0, 10.938, 0
c, 0, 0, 32.8312

Atoms and the computed forces on them: element, x, y, z (angstrom), force x, y, z (eV/angstrom)
As, 0.0572, -0.0493, 23.8825, -0.0072, -0.0085, -0.011
Si, 3.8047, 0.0831, 24.2645, -0.0064, -0.0211, 0.0004
Si, 7.7601, -0.2156, 24.1234, -0.0057, -0.0118, -0.0116
Si, 1.8812, 1.493, 24.3417, 0.004, 0.0121, 0.0036
Si, 5.8923, 1.1885, 24.0931, 0.0042, 0.0035, -0.0171
Si, 9.6419, 1.3145, 23.9921, 0.0084, 0.0106, -0.0109
As, -0.0315, 5.4574, 23.828, 0.0124, -0.0087, -0.0149
Si, 3.942, 5.3788, 24.3464, 0.0195, -0.0086, -0.0088
As, 7.621, 5.4349, 23.9354, -0.0048, 0.0017, -0.0064
Si, 2.0144, 6.7625, 24.1444, -0.0213, 0.0146, 0.009
Si, 5.6957, 6.9085, 24.3962, 0.0036, 0.0054, 0.0003
Si, 9.5595, 6.8701, 24.0593, -0.0063, -0.0011, -0.0007
Si, 1.8406, 2.7991, 26.2341, 0.0021, 0.0051, 0.0017
Si, 5.8452, 2.6758, 25.9957, -0.0059, 0.0021, 0.0134
Si, 9.6326, 2.7811, 25.9232, -0.0014, -0.0019, 0.0085
Si, -0.0531, 4.2243, 25.9764, 0.003, -0.0028, -0.0044
Si, 3.8727, 3.961, 26.1623, -0.0037, -0.0106, 0.0027
Si, 7.6949, 4.1644, 26.0016, 0.0039, -0.0049, -0.0017
Si, 1.9505, 8.2323, 26.0347, 0.0117, 0.0045, -0.0034
Si, 5.8399, 8.3137, 26.2258, -0.0046, 0.0063, -0.0102
Si, 9.7154, 8.2203, 26.0158, -0.005, 0.0122, 0.0025
Si, 0.025, 9.6418, 25.9902, -0.0034, -0.0024, 0.0045
Si, 3.8732, 9.6258, 26.1684, -0.0007, -0.0097, 0.0053
Si, 7.8108, 9.578, 26.1617, 0.0042, -0.0088, 0.0065
Si, -0.0311, -0.0023, 27.9805, 0.0014, 0.0043, -0.0058
Si, 3.8595, 0.0532, 28.0558, 0.0049, 0.0061, -0.0149
Si, 7.7723, 0.0516, 28.0329, -0.0056, 0.0081, -0.0116
Si, 1.8864, 1.3507, 28.0671, -0.0014, -0.0039, -0.0065
Si, 5.8243, 1.3728, 27.9881, 0.0024, 0.0012, -0.0145
Si, 9.6799, 1.4385, 27.9395, -0.0013, 0.0001, -0.0101
Si, -0.0203, 5.4787, 27.9817, -0.0001, 0.0031, -0.0002
Si, 3.8696, 5.4708, 27.9977, 0.0042, 0.0048, -0.0101
Si, 7.7462, 5.4687, 27.9807, -0.0066, 0.0035, -0.0003
Si, 1.9213, 6.842, 27.9716, 0.0005, -0.0021, -0.0112
Si, 5.8099, 6.8178, 28.037, -0.0004, -0.0086, -0.006
Si, 9.6783, 6.8514, 27.9731, 0.0024, -0.0033, -0.0185
Si, 1.9336, 2.7345, 29.932, -0.0924, 0.1368, 0.3761
Si, 5.8008, 2.7345, 29.932, 0.048, 0.0972, -0.1356
Si, 9.6679, 2.7345, 29.932, 0.0604, 0.133, -0.1463
Si, 0, 4.1018, 29.932, -0.0024, 0.0026, -0.0831
Si, 3.8672, 4.1018, 29.932, -0.026, -0.0208, 0.0192
Si, 7.7343, 4.1018, 29.932, 0.0452, 0.0033, -0.0638
Si, 1.9336, 8.2035, 29.932, 0.0091, -0.0401, -0.1735
Si, 5.8008, 8.2035, 29.932, -0.0106, 0.0537, 0.1395
Si, 9.6679, 8.2035, 29.932, -0.0143, 0.0585, -0.0686
Si, 0, 9.5708, 29.932, -0.1288, -0.0474, -0.102
Si, 3.8672, 9.5708, 29.932, 0.0041, 0.0329, 0.1732
Si, 7.7343, 9.5708, 29.932, 0.1157, 0.0174, 0.0636
Si, 0, 0, 31.8655, 0.018, 0.082, 0.0037
Si, 3.8672, 0, 31.8655, -0.0086, -0.0444, 0.0183
Si, 7.7343, 0, 31.8655, -0.0177, 0.0777, 0.0322
Si, 1.9336, 1.3673, 31.8655, 0.0106, 0.0405, 0.0217
Si, 5.8008, 1.3673, 31.8655, 0.005, -0.0104, -0.0482
Si, 9.6679, 1.3673, 31.8655, -0.0124, -0.0883, -0.0431
Si, 0, 5.469, 31.8655, -0.0099, 0.0536, -0.0528
Si, 3.8672, 5.469, 31.8655, -0.0108, 0.0671, 0.0006
Si, 7.7343, 5.469, 31.8655, 0.0176, 0.0495, -0.0125
Si, 1.9336, 6.8362, 31.8655, -0.022, -0.0073, 0.0151
Si, 5.8008, 6.8362, 31.8655, 0.01, -0.0123, 0.0684
Si, 9.6679, 6.8362, 31.8655, -0.003, -0.1387, 0.0195
Si, 1.9336, 2.7345, 0.9679, -0.0537, -0.0657, 0.0393
Si, 5.8008, 2.7345, 0.9679, 0.041, -0.0292, -0.2034
Si, 9.6679, 2.7345, 0.9679, -0.0093, -0.0539, -0.0164
Si, 0, 4.1018, 0.9679, -0.027, -0.0983, -0.1102
Si, 3.8672, 4.1018, 0.9679, 0.0443, -0.0813, 0.2441
Si, 7.7343, 4.1018, 0.9679, -0.0266, -0.0288, 0.0113
Si, 1.9336, 8.2035, 0.9679, 0.0551, 0.0158, -0.1302
Si, 5.8008, 8.2035, 0.9679, -0.0289, -0.0251, 0.1865
Si, 9.6679, 8.2035, 0.9679, -0.03, 0.045, 0.2345
Si, 0, 9.5708, 0.9679, -0.0122, -0.0576, 0.0711
Si, 3.8672, 9.5708, 0.9679, -0.0345, -0.0519, -0.1075
Si, 7.7343, 9.5708, 0.9679, 0.0212, -0.0358, 0.2314
Si, -0.0131, -0.0318, 2.9303, -0.0017, 0.0017, 0.0038
Si, 3.8566, -0.0002, 2.8801, 0.0002, -0.004, -0.0029
Si, 7.7319, -0.0409, 2.9621, 0.0034, 0.0054, 0.0062
Si, 1.919, 1.3575, 2.9065, -0.004, 0.0023, 0.0008
Si, 5.7966, 1.3298, 2.8581, 0.0057, 0.0049, 0.0013
Si, 9.6589, 1.3355, 2.8916, -0.0006, -0.004, 0.001
Si, -0.0137, 5.4806, 2.8725, -0.0008, 0.0044, 0.008
Si, 3.8737, 5.4461, 2.939, 0.0014, 0.01, 0.0117
Si, 7.7262, 5.472, 2.9011, 0.0014, 0.0031, 0.0088
Si, 1.9392, 6.7972, 2.8587, -0.0008, -0.0113, 0.0124
Si, 5.7935, 6.8355, 2.9285, 0.0033, -0.0055, 0.0136
Si, 9.6555, 6.8433, 2.9471, 0.0005, -0.0087, 0.0091
Si, 1.9332, 2.7262, 4.8284, -0.0011, 0.0034, 0.0138
Si, 5.7705, 2.6763, 4.7586, -0.0011, 0.0065, 0.0127
Si, 9.6731, 2.7272, 4.795, -0.0004, 0.016, 0.0033
Si, -0.0044, 4.1082, 4.7842, -0.001, -0.0067, -0.0187
Si, 3.8633, 4.0975, 4.921, -0.001, -0.0087, -0.0175
Si, 7.7038, 4.0446, 4.7923, 0.002, -0.005, -0.0178
Si, 1.9558, 8.1623, 4.7589, -0.002, 0.0052, -0.0191
Si, 5.7874, 8.1861, 4.8964, 0.0011, 0.0065, -0.0195
Si, 9.6476, 8.1102, 4.9926, -0.0012, 0.0063, -0.0173
Si, 0.0033, 9.4924, 4.8633, 0.0031, -0.0075, 0.0075
Si, 3.856, 9.5641, 4.7826, 0.0005, -0.0072, 0.0272
Si, 7.7362, 9.5154, 4.9455, 0.0012, -0.0116, 0.0014
Si, 0.1125, 0.0183, 6.7215, 0.0221, -0.0117, -0.0053
As, 3.8167, -0.1929, 6.8591, 0.0036, 0.0025, -0.0214
Si, 7.7176, 0.0049, 6.8463, -0.0182, 0.0031, -0.0068
As, 1.9767, 1.5237, 6.9081, 0.0019, 0.0039, -0.0066
As, 5.7009, 1.4176, 6.7894, -0.0119, -0.0035, -0.0079
Si, 9.7096, 1.3228, 6.6964, -0.0059, 0.0173, 0.0062
Si, 0.0077, 5.4802, 6.7143, 0.0003, -0.0238, -0.0018
Si, 3.8506, 5.4709, 6.9346, 0.0152, -0.0181, 0.0036
Si, 7.6017, 5.2939, 6.7922, -0.0006, -0.0229, 0.0072
Si, 1.9225, 6.8836, 6.742, -0.0072, 0.0237, 0.0066
Si, 5.7818, 6.8254, 6.8621, -0.0082, 0.012, 0.004
Si, 9.5469, 6.6544, 6.9604, 0.0073, 0.0228, 0.0051
O, 0.248, 10.1329, 8.1722, -0.0069, -0.0027, 0.0041
O, 5.848, 7.7503, 8.2802, 0.0015, -0.0017, -0.0064
O, 9.7652, 2.3193, 8.0328, 0.0005, -0.0087, -0.0076
O, 7.3407, 4.1506, 7.9916, 0.0002, 0.0127, -0.0067
O, 3.9533, 4.6195, 8.3911, 0.0003, 0.0056, -0.0121
O, 11.8537, 4.3431, 7.9236, 0.0006, 0.0068, 0.0006
O, 7.8321, 10.2169, 8.3967, 0.0048, -0.0034, -0.0049
O, 1.9323, 8.0561, 7.9365, 0.006, -0.0083, -0.0034
O, 9.3906, 7.4885, 8.4327, -0.0004, -0.0055, -0.005
O, 7.2025, 7.6325, 20.9495, 0.0015, -0.0013, -0.0087
O, 3.6102, 9.971, 23.0015, 0.0027, 0.0031, -0.0052
O, 6.1901, 1.7812, 22.5438, 0.0038, -0.0001, 0.0052
O, 1.9114, 2.7625, 23.2205, -0.0056, -0.0086, -0.0014
O, 9.5517, 2.2649, 22.6096, -0.0021, -0.0079, 0.0084
O, 7.5307, 9.6083, 22.8766, -0.0018, 0.0122, 0.0042
O, 2.4737, 7.5874, 22.7456, 0.0034, 0.0028, -0.0193
O, 4.4866, 4.7219, 22.8892, -0.0035, 0.0023, -0.0069
O, 9.3484, 7.703, 22.6127, 0.0086, -0.0068, 0.0014
Si, 4.4367, 4.6708, 21.253, -0.0018, -0.0028, 0.0024
Si, 2.8119, 3.3372, 15.7097, 0.0095, 0.0027, -0.005
Si, 5.2785, 1.9466, 21.2073, 0.0015, -0.0023, -0.0013
Si, 14.8315, 9.0192, 11.0352, -0.0068, 0.0011, 0.0021
Si, -1.2705, 5.2261, 14.6399, -0.0025, -0.0059, 0.003
Si, 5.436, 7.4544, 9.8382, 0.0018, 0.0019, 0.0055
Si, 6.588, -0.9559, 14.889, 0.0027, 0.0061, 0.0013
Si, 13.3397, 7.202, 13.0605, -0.0037, 0.0001, 0.0029
Si, 2.1837, 4.5341, 11.5131, 0.0049, -0.0064, -0.0006
Si, -1.6845, 10.657, 19.9114, -0.0029, 0.0017, 0.0048
Si, 6.0301, 9.6473, 11.7389, 0.008, 0.0021, 0.0039
Si, 10.2339, 7.1758, 9.8063, 0.0034, 0.0032, 0.0102
Si, 14.7425, 9.3631, 19.6956, 0.0019, -0.0026, 0.0075
Si, 13.0519, 6.1391, 15.8449, 0.0017, -0.005, -0.0065
Si, 8.2449, 8.6109, 21.7831, -0.0014, 0.0002, -0.0124
Si, 9.7565, 2.309, 9.6715, -0.0016, 0.0017, 0.0027
Si, 11.6056, 4.4557, 9.525, 0.0002, -0.008, 0.0073
Si, -3.2384, 15.3772, 19.0795, 0.0023, -0.0062, 0.0011
Si, 6.7573, 8.6996, 17.6551, 0.0002, -0.004, -0.0011
Si, 11.2354, 4.6501, 19.5131, 0.002, -0.0078, 0.0151
Si, 10.2111, 7.5604, 12.7235, 0.0032, 0.0042, 0.0028
Si, 6.3191, 6.7457, 19.8583, 0.0013, 0.0013, 0.006
Si, 4.7012, 4.5418, 9.8511, -0.0002, -0.0004, 0.0111
Si, 12.2264, 3.0482, 13.48, -0.0028, -0.0031, 0.0017
Si, -0.9558, 12.3743, 15.2093, -0.0017, 0.0021, -0.0069
Si, 9.814, -2.233, 17.7099, 0.0001, -0.0034, -0.005
Si, 0.8811, 7.2461, 18.6972, 0.0033, -0.0073, -0.0016
Si, -1.9066, 9.6012, 14.9121, -0.001, 0.006, -0.0077
Si, 7.8778, 11.2011, 9.7252, 0.0044, 0.0062, -0.0003
Si, 9.602, 13.6122, 21.0338, 0.0042, 0.0044, -0.0005
Si, 5.5514, 1.8676, 15.9466, 0.0013, 0.0103, -0.011
Si, 1.0951, 11.4842, 20.0525, 0.0016, 0.0072, 0.0049
Si, 7.2229, 3.1957, 9.3021, 0.012, -0.0163, 0.0071
Si, 2.422, 2.7021, 21.6707, -0.0007, 0.003, -0.004
Si, 5.377, 0.1915, 18.5894, 0.0003, 0.0049, 0.0032
Si, 0.8848, 13.2925, 17.6459, -0.0008, 0.0009, -0.008
Si, 1.0724, 8.9769, 8.9744, -0.0056, 0.0029, 0.0103
Si, 15.4365, -2.4668, 22.4341, -0.0036, 0.0029, 0.0004
Si, 8.3392, 14.1704, 16.1307, -0.0019, -0.0022, -0.0133
O, 8.2849, 3.4934, 17.7448, 0.0005, 0.0018, 0.0017
O, 11.8131, 7.3742, 12.5421, -0.0017, 0.0032, 0.0002
O, 5.8503, 7.6753, 18.5735, -0.0011, -0.0012, -0.0036
O, 4.0609, 8.6334, 20.8248, -0.0037, 0.0014, -0.0063
O, 4.2974, 2.7607, 15.394, 0.0021, -0.0048, -0.0005
O, 7.0818, 10.7089, 11.0604, -0.0068, -0.0052, 0.0076
O, 9.561, 1.3014, 20.1191, -0.0017, -0.0014, -0.008
O, 5.2568, 1.4034, 17.4976, 0, -0.0059, -0.0008
O, 6.7896, 2.9136, 15.7418, 0.002, -0.0023, 0
O, 8.1937, 10.2114, 15.0083, 0.0016, -0.0047, -0.0032
O, 9.6509, 6.4, 13.7313, 0.0002, 0.0079, -0.0091
O, 4.9801, 6.0426, 20.5483, 0.0032, 0.0038, -0.012
O, 9.3989, 0.7735, 10.1752, 0.0045, 0.0026, 0.0005
O, 2.8611, 4.1524, 21.0008, 0.0048, 0.003, -0.0106
O, 8.5825, 3.3502, 10.2034, 0.0016, 0.0034, -0.0007
O, 13.8852, 16.6709, 12.6072, -0.0024, -0.0008, -0.0043
O, 5.8015, 3.3759, 10.0249, -0.0038, 0.0042, -0.0025
O, 1.9745, 8.3208, 19.2468, 0.0024, 0.0059, -0.005
O, 1.5801, 6.7914, 17.3091, -0.0001, 0.0033, 0.0028
O, 5.405, 3.4833, 20.6684, -0.0009, -0.0014, -0.0066
O, -0.3657, 4.3418, 13.6071, 0.0026, -0.0008, -0.0077
O, 12.2241, 5.9524, 19.6965, 0.0019, 0.0045, -0.0064
O, 5.6313, 0.8615, 20.0561, -0.0004, -0.0021, -0.0109
O, 6.2397, 9.4879, 13.3578, -0.0013, 0.0004, -0.0127
O, 3.6793, 4.178, 11.047, -0.0072, 0.0057, 0.0006
O, 10.8731, 3.7241, 20.8317, -0.0012, 0.0012, -0.0143
O, 12.8371, 1.9497, 20.8591, -0.0015, -0.004, -0.0102
O, 9.1393, 12.855, 15.5908, 0.0006, 0, -0.0037
O, 3.7322, 1.7298, 21.6787, -0.0002, -0.0003, -0.0064
O, 9.0664, 4.5062, 15.3874, 0.0017, -0.0007, -0.003
O, 1.8005, 7.2507, 14.691, 0.0002, -0.0008, -0.0081
O, 4.0936, 10.0808, 18.5557, 0.0003, -0.0009, -0.0066
O, 10.4525, 16.4973, 9.8347, 0, 0.0017, -0.0076
O, 2.4046, -0.3128, 20.3873, 0.0022, -0.004, -0.0099
O, 5.806, 0.4687, 15.1148, -0.0001, -0.0043, -0.0023
O, 3.8687, 7.827, 10.115, 0.0019, -0.0039, -0.0029
O, 9.8388, 10.239, 18.3227, 0.0001, 0.0035, -0.0066
O, -1.716, 8.9871, 13.4262, 0.0021, -0.0073, -0.0025
O, 10.7621, 10.7748, 15.2084, -0.0031, -0.0062, -0.0027
O, 5.1867, 7.7972, 23.0594, 0.002, 0.0021, -0.0088
O, 11.6296, 8.0047, 9.7472, 0.0013, -0.004, -0.0038
O, -0.435, 2.9853, 10.1213, 0.0009, 0.0005, -0.001
O, -0.136, 5.6952, 15.7312, 0.0028, 0.0025, -0.0018
O, 13.9958, 13.6402, 17.1552, -0.0015, -0.0035, -0.0002
O, -5.3464, 8.8498, 16.0715, 0.0022, -0.0007, 0.0034
O, 9.5177, 7.5547, 11.2351, 0.0015, -0.0003, -0.002
O, 8.3234, 3.5136, 20.4413, -0.0038, -0.0013, -0.0103
O, -1.5477, 8.5462, 16.1007, 0.0004, -0.0013, -0.0032
O, 11.1812, 1.8188, 13.7016, -0.0001, -0.0007, -0.0034
O, 11.9123, 3.6422, 18.4355, 0.0004, 0.0003, -0.0073
O, -0.6013, 7.9017, 18.4751, 0.0029, -0.001, -0.002
O, 2.0482, 9.6711, 10.1077, 0.0036, -0.0014, 0.0007
O, 2.5907, 4.9595, 15.7556, -0.0016, 0.0042, -0.0028
O, -3.3179, 8.1408, 17.8773, -0.001, -0.0022, -0.0029
O, -1.8013, 5.2223, 18.9789, -0.003, 0.0033, -0.0112
O, -0.051, 2.1193, 16.3561, 0.0046, 0.0012, 0.0002
O, 12.9636, 5.0155, 10.2018, 0.0015, 0.0004, -0.0007
O, 4.4526, 10.0516, 11.4327, 0.0025, -0.0015, -0.0032
O, 5.5888, 5.8758, 10.1359, -0.0012, -0.0028, -0.006
O, 1.4362, 3.2017, 12.0839, 0.0061, 0.0059, -0.0096
O, 13.433, 2.8214, 14.5369, -0.0017, -0.0007, -0.005
O, 7.185, 5.533, 19.1981, 0.0001, 0.0002, -0.0079
O, 12.5276, 11.9034, 18.4871, 0.0008, -0.0045, -0.0044
O, 11.4443, -0.3972, 20.481, -0.0008, -0.0031, -0.0092
O, 7.1758, 1.5785, 9.0636, 0.0062, 0.0034, 0.0021
O, 9.0023, 9.5958, 20.7299, -0.0029, -0.0005, -0.0058
O, 6.3384, 8.2454, 10.9444, 0.0015, 0.0027, 0.0032
O, 2.6375, 8.4027, 12.4296, 0.0024, -0.0002, -0.0044
O, 6.6936, -0.7193, 18.2706, -0.002, 0.0006, -0.0057

Results
free energy: -168248.835 eV
free energy less fixed offsets of As -4856.12, O -568.88, Si -635.61 eV per atom: 1.455 eV

The program warned: the cutoff lies below the one the program advises for these potential files; the exchange-correlation potential is rough where the density is thin.
